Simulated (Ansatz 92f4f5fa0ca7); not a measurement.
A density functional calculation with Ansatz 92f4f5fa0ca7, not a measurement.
Periodic cell of 212 atoms, Si132O80, from a study of silicon, its oxide and their interface. The atomic structure is a simulated model.
Doubt: the cutoff is far below the 930 eV that the study's wrapper takes by default for these files, so forces and energies are approximate.
This geometry differs little from another in the collection (a relaxation step or a small displacement).

Settings: functional PBE; potential files Ansatz PAW; basis plane waves; wave-function cutoff 580 eV; density cutoff ratio 5; exchange-correlation grid ratio 1; k mesh 1 x 1 x 1, Gamma-centred; self-consistency stop 5e-08 eV per atom in the density residual; occupations fixed; spin none; net charge 0.

Cell vectors (angstrom)
a, 10.938, 0, 0
b, 0, 10.938, 0
c, 0, 0, 31.5756

Atoms and the computed forces on them: element, x, y, z (angstrom), force x, y, z (eV/angstrom)
Si, -0.2769, 0.3977, 24.1831, 0.5514, -0.2413, -0.1003
Si, 6.1303, -0.554, 24.2183, -0.386, 0.5384, -0.0141
Si, 2.2831, 3.3194, 24.2389, 0.5363, -0.4396, -0.1377
Si, 8.7427, 1.9771, 24.2088, -0.4851, 0.3231, -0.1651
Si, 0.4072, 4.8022, 24.1075, -0.664, 0.2921, -0.1614
Si, 4.6947, 6.0538, 24.0257, 0.4633, -0.6907, -0.0697
Si, 3.0537, 7.8815, 24.0796, -0.4319, 0.6651, 0.0166
Si, 7.876, 8.6051, 24.0647, 0.4446, -0.4617, -0.1135
Si, 1.3872, 1.4463, 25.4473, 0.0104, 0.1122, 0.0306
Si, 6.9585, 1.222, 25.5808, -0.0192, -0.098, -0.024
Si, 4.0459, 4.242, 25.5104, -0.021, 0.0921, -0.1055
Si, 9.5622, 3.9426, 25.3821, 0.0483, -0.057, -0.0254
Si, 1.3233, 6.7612, 25.2787, 0.0205, -0.1171, -0.0225
Si, 6.7467, 6.833, 25.2067, -0.0879, 0.0574, -0.0557
Si, 4.1901, 9.5103, 25.376, 0.0816, -0.0313, -0.0343
Si, 9.5775, 9.5801, 25.4079, 0.0155, 0.049, -0.0535
Si, 2.786, -0.0002, 26.7236, -0.0862, -0.1058, -0.0178
Si, 8.2876, -0.0772, 26.9096, 0.0672, -0.0047, 0.1369
Si, 0, 2.728, 26.8577, 0.0502, -0.0238, 0.0173
Si, 5.4854, 2.7371, 26.7498, -0.0211, 0.002, -0.0144
Si, 2.6706, 5.5303, 26.8421, -0.0972, 0.015, 0.1053
Si, 8.1574, 5.4399, 26.6548, 0.0905, 0.0902, -0.0111
Si, 0.0074, 8.1629, 26.7083, 0.0508, 0.0343, 0.0393
Si, 5.5067, 8.1554, 26.7883, 0.0188, 0.0346, -0.0028
Si, 4.1018, 1.3673, 28.1574, 0.0978, 0.0446, -0.3849
Si, 9.5708, 1.3673, 28.1574, 0.3199, -0.0743, 0.7961
Si, 1.3673, 4.1018, 28.1574, -0.1754, 0.2122, 0.4754
Si, 6.8362, 4.1018, 28.1574, 0.0404, 0.056, -0.4626
Si, 4.1018, 6.8362, 28.1574, -0.0348, 0.2019, 0.2497
Si, 9.5708, 6.8362, 28.1574, -0.2448, -0.2321, -0.79
Si, 1.3673, 9.5708, 28.1574, 0.1554, -0.0931, -0.6943
Si, 6.8362, 9.5708, 28.1574, 0.0113, -0.5169, 0.4321
Si, 0, 0, 29.5246, -0.0411, 0.1256, 0.0406
Si, 5.469, 0, 29.5246, 0.008, 0.0226, -0.0359
Si, 2.7345, 2.7345, 29.5246, -0.017, 0.045, -0.0223
Si, 8.2035, 2.7345, 29.5246, 0.0546, -0.0192, -0.0059
Si, 0, 5.469, 29.5246, -0.0085, -0.128, 0.0263
Si, 5.469, 5.469, 29.5246, -0.0905, -0.0222, -0.0172
Si, 2.7345, 8.2035, 29.5246, 0.1113, 0.0689, 0.0194
Si, 8.2035, 8.2035, 29.5246, -0.1485, -0.0186, 0.0342
Si, 1.3673, 1.3673, 30.8919, 0.0616, -0.0634, 0.0117
Si, 6.8362, 1.3673, 30.8919, -0.0187, -0.0097, -0.0388
Si, 4.1018, 4.1018, 30.8919, 0.0161, -0.033, 0.0073
Si, 9.5708, 4.1018, 30.8919, -0.0237, 0.0438, -0.0113
Si, 1.3673, 6.8362, 30.8919, -0.023, 0.025, -0.032
Si, 6.8362, 6.8362, 30.8919, 0.0721, -0.033, 0.0192
Si, 4.1018, 9.5708, 30.8919, -0.0351, 0.0382, -0.0158
Si, 9.5708, 9.5708, 30.8919, 0.062, -0.0466, 0.0034
Si, 2.7345, 0, 0.6835, 0.0428, 0.0177, 0.0378
Si, 8.2035, 0, 0.6835, -0.0228, 0.074, -0.0135
Si, 0, 2.7345, 0.6835, -0.0566, 0.0555, -0.0024
Si, 5.469, 2.7345, 0.6835, 0.03, -0.0454, 0.0346
Si, 2.7345, 5.469, 0.6835, -0.0691, 0.0691, -0.0035
Si, 8.2035, 5.469, 0.6835, -0.0036, -0.086, 0.0298
Si, 0, 8.2035, 0.6835, 0.0211, -0.0116, 0.0275
Si, 5.469, 8.2035, 0.6835, -0.0813, 0.0419, 0.0014
Si, 4.1018, 1.3673, 2.0507, -0.015, 0.0706, 0.0366
Si, 9.5708, 1.3673, 2.0507, -0.0295, -0.1312, -0.05
Si, 1.3673, 4.1018, 2.0507, 0.0911, -0.1058, -0.0722
Si, 6.8362, 4.1018, 2.0507, -0.0318, 0.0772, 0.0329
Si, 4.1018, 6.8362, 2.0507, 0.076, -0.0751, -0.0742
Si, 9.5708, 6.8362, 2.0507, -0.0079, 0.0283, 0.0169
Si, 1.3673, 9.5708, 2.0507, 0.0085, 0.0385, 0.0343
Si, 6.8362, 9.5708, 2.0507, 0.0561, 0.0061, -0.016
Si, 0, 0, 3.418, -0.4404, -0.0369, -0.3408
Si, 5.469, 0, 3.418, 0.261, 0.0416, 0.4473
Si, 2.7345, 2.7345, 3.418, -0.1511, 0.2858, -0.852
Si, 8.2035, 2.7345, 3.418, 0.1562, -0.165, 0.4841
Si, 0, 5.469, 3.418, -0.1193, 0.0401, 0.6172
Si, 5.469, 5.469, 3.418, 0.0622, 0.3996, -0.7855
Si, 2.7345, 8.2035, 3.418, -0.0226, -0.0662, 0.3981
Si, 8.2035, 8.2035, 3.418, 0.0092, 0.0167, 0.0079
Si, 1.308, 1.4371, 4.6762, -0.0225, -0.0631, -0.0491
Si, 6.8626, 1.36, 4.8659, 0.0305, -0.0034, -0.0514
Si, 4.0496, 4.1783, 4.6633, 0.0236, 0.03, -0.1303
Si, 9.5558, 4.1005, 4.8672, 0.0008, -0.0116, -0.0399
Si, 1.3355, 6.8698, 4.8617, 0.0193, 0.031, 0.0209
Si, 6.8085, 6.8461, 4.7649, -0.0648, -0.0522, -0.1844
Si, 4.1231, 9.5614, 4.8144, -0.0456, -0.0838, 0.0058
Si, 9.559, 9.5726, 4.8115, 0.0765, 0.0345, 0.0703
Si, 2.6466, 0.0484, 5.9581, -0.0532, 0.0192, 0.0324
Si, 8.267, -0.0135, 6.3297, -0.0462, 0.0609, -0.0924
Si, 0.0716, 2.7439, 6.2144, -0.0051, 0.0789, -0.045
Si, 5.4, 2.8563, 5.9832, -0.0407, -0.0226, 0.0592
Si, 2.7937, 5.5074, 6.1416, 0.0434, -0.0356, 0.0372
Si, 8.0769, 5.4507, 6.1785, -0.0504, 0.0338, 0.0456
Si, -0.0383, 8.2334, 6.2974, -0.0495, 0.0003, 0.0134
Si, 5.5108, 8.1961, 6.227, 0.0957, 0.0993, -0.003
Si, 3.5825, 1.8745, 7.0742, 0.4465, -0.3822, -0.0105
Si, 10.2107, 0.8674, 7.4105, -0.3573, 0.4184, 0.2217
Si, 1.9936, 3.6466, 7.332, -0.3037, 0.4219, 0.1898
Si, 6.1559, 4.6004, 7.3965, 0.3264, -0.585, 0.1944
Si, 4.5351, 6.4565, 7.4897, -0.3708, 0.4253, 0.2556
Si, 8.9534, 7.2834, 7.3393, 0.3968, -0.3994, 0.0884
Si, 0.9545, 10.1447, 7.3586, 0.5985, -0.371, 0.0885
Si, 7.3722, 9.0328, 7.4932, -0.3536, 0.1744, 0.2649
O, 1.6628, 10.0556, 8.8686, -0.2339, 0.1201, -0.294
O, 1.9139, 4.2176, 8.9128, 0.0856, -0.1262, -0.2729
O, 10.1859, 1.215, 9.0337, 0.117, -0.1964, -0.2333
O, 7.2334, 8.9254, 9.2192, 0.0695, -0.1518, -0.3598
O, 4.183, 1.2308, 8.4722, -0.0548, 0.0327, 0.083
O, 4.08, 7.0938, 9.0336, 0.137, -0.1939, -0.502
O, 6.3162, 3.7822, 8.8434, -0.1435, 0.2658, -0.2033
O, 8.8452, 6.8368, 8.9736, -0.2602, 0.1588, -0.1243
O, 2.9818, 3.1219, 22.7183, -0.1407, 0.139, 0.1635
O, 5.781, 11.2823, 22.8427, 0.0584, -0.1327, 0.0327
O, 7.9304, 2.114, 22.7405, 0.1171, -0.0675, 0.0406
O, -0.3039, 4.8003, 22.567, 0.2622, -0.0969, 0.4004
O, 8.6949, 7.9855, 22.6894, -0.3018, 0.0714, 0.4038
O, 2.4449, 8.7421, 22.7529, 0.1562, -0.2003, 0.1643
O, 4.6894, 5.2976, 22.5136, -0.0842, 0.2569, 0.2375
O, 11.6354, 10.8999, 22.8569, -0.1371, 0.1184, 0.1165
Si, 3.655, 2.9396, 19.1667, -0.0756, -0.0709, -0.2255
Si, -5.2539, 4.5297, 17.5952, 0.0591, -0.0632, 0.025
Si, 4.1294, 1.352, 10.0833, -0.0809, 0.0191, 0.1871
Si, 4.2353, 3.8358, 21.9251, -0.2258, 0.0147, -0.1411
Si, 10.1258, 6.5579, 19.1096, -0.0771, -0.297, -0.082
Si, 4.7187, 6.4901, 10.4285, -0.0343, -0.0722, 0.3255
Si, 5.6274, 9.9744, 18.0974, -0.0018, 0.0563, 0.027
Si, 2.2422, 9.2199, 15.1066, -0.089, -0.0187, -0.119
Si, 9.4348, -2.3416, 21.3593, -0.0614, 0.0712, -0.4577
Si, 4.907, 6.8373, 13.4516, 0.0167, -0.1407, 0.212
Si, 1.315, 12.8541, 17.6769, -0.027, 0.0188, -0.0006
Si, 7.6834, 7.4966, 9.9563, 0.2645, 0.0865, 0.172
Si, 5.3983, -1.7642, 15.3528, -0.0721, -0.0398, 0.0639
Si, 7.8206, -0.1007, 19.9953, 0.008, -0.0167, -0.3905
Si, 10.8374, 0.3495, 12.3505, -0.033, -0.0915, 0.0675
Si, 9.9762, -5.7832, 14.5492, -0.0553, -0.0349, -0.0156
Si, 13.9132, 0.0308, 19.3832, 0.1118, 0.2329, -0.2616
Si, 3.5095, 5.4335, 15.8236, 0.07, -0.0531, 0.0013
Si, 1.4118, 1.2427, 14.6858, -0.0004, 0.0501, 0.1229
Si, 9.4894, -4.3098, 12.1726, 0.2016, -0.0894, 0.0983
Si, 7.7701, 3.3257, 15.4689, -0.0588, 0.1848, 0.0185
Si, 11.8828, 8.5746, 12.5122, -0.1633, 0.0237, 0.1001
Si, 4.0082, 2.6862, 14.4122, 0.028, 0.0146, 0.0504
Si, 12.9712, 10.2825, 10.4261, -0.1591, 0.0289, 0.3352
Si, 6.6591, 13.8944, 10.1899, 0.0401, 0.0758, 0.065
Si, 8.0034, 4.7503, 19.2287, 0.0568, 0.0405, -0.1812
Si, 6.5125, 1.5991, 22.078, 0.1576, -0.1364, -0.0063
Si, 10.9854, 4.2699, 11.8223, -0.0765, 0.1685, 0.0841
Si, 1.3829, 9.7058, 21.9552, -0.0085, 0.0327, -0.2
Si, 6.1712, 4.0756, 12.9471, -0.0656, -0.0543, 0.3044
Si, 9.5683, 1.8114, 10.4028, 0.1143, -0.0626, 0.29
Si, 0.9088, 6.8249, 16.5591, -0.0986, -0.0561, -0.0034
Si, 2.6902, 4.0884, 10.3493, -0.2314, -0.081, 0.2716
Si, -0.8647, -6.462, 21.0915, -0.0117, 0.0611, -0.4
Si, 6.2612, 0.9124, 15.8617, 0.0299, 0.1203, 0.0624
Si, -1.3736, 2.2385, 19.2239, 0.0351, 0.0508, -0.1961
O, 9.8727, -5.6062, 11.2438, -0.0304, 0.0137, 0.0078
O, 10.5856, 2.9029, 11.053, -0.0212, -0.0848, -0.0603
O, 6.7693, 4.1415, 16.4538, -0.0117, 0.0222, 0.0033
O, 6.3158, -0.4572, 14.9671, -0.008, -0.0765, -0.0323
O, 8.9226, -5.172, 18.3294, 0.01, 0.0654, 0.0746
O, 9.0116, 11.6452, 19.2241, -0.0541, -0.0844, 0.1425
O, 10.978, 7.2529, 12.4294, 0.0053, 0.0059, -0.0365
O, -2.4675, 4.8745, 20.8145, 0.024, -0.0742, 0.1364
O, 4.1594, -0.9841, 18.8504, 0.0104, -0.0653, 0.0041
O, 4.0598, 15.9155, 10.5067, 0.1097, 0.1498, -0.0858
O, 0.1049, 8.7918, 21.5242, 0.004, -0.0792, 0.1367
O, 4.7098, 5.645, 16.9206, -0.0382, 0.0429, -0.0276
O, 6.9003, -1.1331, 19.1151, 0.0339, 0.043, 0.0853
O, 2.1652, 10.3151, 20.6364, -0.1943, -0.1526, 0.3847
O, 9.4279, 11.6282, 11.5983, 0.0318, 0.0763, -0.1231
O, 13.7135, 1.7435, 13.938, 0.0216, -0.0084, -0.0513
O, 9.3645, 7.6971, 19.9981, -0.048, 0.1365, 0.2175
O, 15.7931, 14.1572, 18.0972, -0.0179, -0.0275, 0.0936
O, 1.6147, 4.5697, 11.4787, 0.1511, 0.023, -0.0885
O, 12.0239, 0.4273, 11.2162, 0.0315, 0.0148, -0.0612
O, 9.2321, 4.0467, 15.503, -0.0154, -0.0147, -0.017
O, 5.8347, 0.4963, 17.381, 0.0061, -0.0065, -0.0103
O, 8.9549, 6.0856, 13.6341, -0.0124, 0.0474, -0.0623
O, -2.5991, 3.2146, 18.7463, -0.0134, 0.009, 0.0975
O, 7.2805, 3.4197, 13.9217, -0.0154, -0.0536, -0.1663
O, 3.5609, -0.0834, 10.6404, 0.1063, -0.03, -0.1395
O, 3.7484, 4.0258, 20.3756, 0.0601, 0.047, 0.1891
O, 6.4508, 5.1148, 18.9249, 0.0171, -0.0358, 0.0358
O, 3.8051, 9.5217, 15.3757, 0.0616, 0.0114, 0.0069
O, -0.2055, 13.1288, 18.1197, -0.0401, 0.0093, 0.0575
O, 16.5841, 1.7201, 10.5496, 0.0298, -0.0465, -0.0468
O, 7.6881, 1.7311, 15.8606, -0.0184, -0.0388, -0.0274
O, 5.7299, 8.8071, 16.9355, 0.0073, 0.0024, -0.0963
O, 5.9873, -5.3055, 13.3439, -0.0092, 0.0665, -0.0322
O, 3.7168, 6.3727, 14.4944, 0.005, 0.0738, -0.1192
O, 1.9118, 0.4542, 18.1796, 0.0521, -0.0881, 0.1234
O, 1.2427, 13.0217, 16.0595, 0.0017, -0.0087, -0.0513
O, 12.4404, -2.6538, 16.1885, 0.0234, 0.0206, 0.0781
O, 6.3485, 6.5625, 10.1802, 0.0384, 0.0053, -0.0457
O, -0.1572, -4.735, 15.4961, 0.0567, 0.0315, 0.0416
O, 6.8403, 1.0464, 20.5879, -0.1269, 0.175, 0.1741
O, 8.5904, -0.9603, 21.1323, 0.1168, -0.0475, 0.2366
O, -0.0277, -6.6128, 13.4712, 0.0132, -0.0671, -0.0631
O, 0.1821, 1.3611, 13.6111, 0.0373, -0.0663, -0.0798
O, 5.079, 1.8517, 15.2856, -0.031, -0.0145, -0.0267
O, 12.4208, -11.24, 15.1364, 0.0088, -0.0872, -0.008
O, 14.3914, 3.887, 15.3475, -0.0188, 0.0133, -0.0246
O, 11.1719, 7.1022, 18.0117, 0.0134, 0.037, 0.0475
O, -0.7377, 2.8915, 20.6164, 0.0068, -0.0266, 0.1783
O, 15.6831, 3.2842, 13.0914, 0.0334, 0.0363, -0.0583
O, 13.0228, 8.4947, 13.6576, 0.0318, 0.0001, -0.0624
O, 5.5331, 2.871, 21.9943, 0.038, 0.0017, 0.0486
O, 4.4142, 7.1865, 11.9093, 0.0308, -0.0116, -0.1736
O, 3.7244, 1.4316, 19.8132, 0.0108, 0.0039, 0.072
O, 5.6822, 8.0709, 14.1961, 0.0173, -0.0096, -0.0539
O, 2.1417, -5.1635, 16.6136, 0.0258, 0.0117, 0.0173
O, 2.2541, 3.078, 18.337, 0.0594, 0.0191, 0.0954
O, 10.9042, 5.4697, 20.0696, 0.0873, 0.0166, 0.1212
O, 3.1113, 2.5325, 10.5583, 0.013, -0.0081, -0.0602
O, -0.1395, 9.7487, 12.8705, 0.0185, 0.055, -0.0345
O, 8.1316, 2.3569, 9.9806, -0.1121, 0.0213, -0.1303
O, 8.4294, 7.618, 11.4291, -0.2243, 0.0433, -0.2132
O, 1.7612, 8.8316, 11.1239, 0.0853, 0.0019, -0.0806
O, 6.7115, 3.9841, 11.4386, 0.023, 0.0089, -0.1053

Results
free energy: -129408.464 eV
free energy less fixed offsets of O -568.88, Si -635.61 eV per atom: 2.456 eV

The program warned: the cutoff lies below the one the program advises for these potential files; the exchange-correlation potential is rough where the density is thin.
